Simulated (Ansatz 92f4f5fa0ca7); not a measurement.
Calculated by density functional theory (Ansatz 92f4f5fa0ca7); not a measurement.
Periodic cell of 273 atoms, Si157O104As12, from a study of silicon, its oxide and their interface. The atomic structure is a simulated model.
Doubt: the cutoff is far below the 930 eV that the study's wrapper takes by default for these files, so forces and energies are approximate.
This geometry differs little from another in the collection (a relaxation step or a small displacement).

Settings
functional: PBE
potential files: Ansatz PAW
basis: plane waves
wave-function cutoff: 580 eV
density cutoff ratio: 5
exchange-correlation grid ratio: 1
k mesh: 1 x 1 x 1, Gamma-centred
self-consistency stop: 5e-08 eV per atom in the density residual
occupations: fixed
spin: none
net charge: 0

Cell vectors (angstrom)
a 11.6015 0 0
b 0 13.3963 0
c 0 0 31.2653

Atoms and the computed forces on them: element, x, y, z (angstrom), force x, y, z (eV/angstrom)
As -0.1199 -0.0367 24.3497 0.0005 0.0063 0.0111
Si 3.9107 0.0353 24.704 -0.0142 -0.0037 0.0083
Si 7.5583 0.0674 24.7092 -0.0069 -0.0109 0.0082
Si 1.8343 3.1034 24.3226 0.0097 0.0051 0.0099
As 5.7515 3.3724 24.322 -0.0039 -0.0063 0.0028
As 9.588 3.3471 24.33 -0.0022 0.0025 -0.0055
As -0.1604 6.6797 24.3047 -0.0178 0.0006 -0.0015
Si 3.6678 6.7048 24.3684 0.0095 -0.0121 0.0224
As 7.681 6.6232 24.2643 0.0044 0.0041 0.003
As 1.8397 10.0528 24.278 0.0023 -0.0033 0.0001
Si 5.643 9.96 24.6472 0.0163 0.0089 0.0105
Si 9.5661 10.0639 24.52 -0.0075 -0.0042 0.0143
Si -0.1134 2.1639 25.3471 -0.0026 -0.0049 0.0012
Si 3.8339 2.2922 25.3965 -0.0058 0.007 -0.0011
Si 7.6614 2.327 25.4316 0.0053 0.0038 -0.0015
Si 1.7766 5.4513 25.1327 0.011 -0.0045 -0.0116
Si 5.6949 5.6053 25.259 -0.0115 0.0091 -0.0071
Si 9.5786 5.5554 25.3844 0.0037 -0.0022 -0.0039
Si -0.0708 8.915 25.3196 0.0082 0.0052 -0.002
Si 3.6781 8.8909 25.3753 -0.0043 -0.0002 -0.0069
Si 7.6556 8.8358 25.2946 -0.0035 0.0025 -0.0063
Si 1.8543 12.2806 25.3098 0.0131 0.0018 -0.0082
Si 5.7405 12.1871 25.5437 -0.0051 -0.006 -0.0001
Si 9.5651 12.2979 25.3569 0.0044 -0.005 -0.0101
Si -0.0372 2.2328 27.7092 -0.0018 -0.0013 -0.0007
Si 3.8182 2.2684 27.7473 -0.0002 0.0009 -0.0014
Si 7.6922 2.2646 27.766 0.003 -0.0017 0.0077
Si 1.8848 5.5251 27.5739 0.0075 0.0066 0.0169
Si 5.7331 5.6004 27.6511 -0.0066 -0.0002 0.0072
Si 9.6221 5.5751 27.7276 0.0022 0.0034 0.01
Si -0.048 8.9303 27.6868 -0.0016 -0.0069 0.0067
Si 3.7907 8.8853 27.7315 -0.0057 -0.0061 0.0095
Si 7.6886 8.9125 27.681 0.0045 0.0062 0.0029
Si 1.9014 12.2815 27.6881 -0.0045 -0.0022 0.0105
Si 5.756 12.2423 27.8581 0.0061 0.0041 -0.002
Si 9.6091 12.2828 27.7187 -0.0116 0.0043 0.0068
Si 1.8985 1.1155 28.4955 0.0021 -0.0031 -0.006
Si 5.7547 1.1266 28.5129 0.0058 -0.0003 0.001
Si 9.6334 1.1221 28.5061 -0.0046 0.0042 -0.0004
Si -0.0221 4.4636 28.4886 -0.0137 -0.0087 -0.0072
Si 3.8193 4.4982 28.4949 0 0.0032 -0.0109
Si 7.6679 4.4996 28.5088 0.0109 -0.0002 -0.0048
Si 1.8654 7.7563 28.4762 0.0048 0.0054 -0.0012
Si 5.7604 7.8071 28.4917 -0.0033 -0.0041 -0.0089
Si 9.627 7.8145 28.4952 -0.0003 -0.0017 -0.0051
Si -0.0376 11.1644 28.4883 0.0086 -0.0043 -0.0031
Si 3.8029 11.1248 28.5199 -0.0095 0.0012 -0.0097
Si 7.7128 11.1294 28.5249 0.0083 -0.0024 -0.0116
Si 1.9336 1.1164 30.8704 -0.0729 -0.0209 0.0444
Si 5.8008 1.1164 30.8704 -0.0989 0.0399 0.0918
Si 9.6679 1.1164 30.8704 -0.008 -0.0159 0.0565
Si 0 4.4654 30.8704 0.0005 0.0015 -0.1553
Si 3.8672 4.4654 30.8704 -0.1102 0.0979 -0.1475
Si 7.7343 4.4654 30.8704 -0.1727 0.0861 0.071
Si 1.9336 7.8145 30.8704 -0.1429 -0.187 -0.2143
Si 5.8008 7.8145 30.8704 -0.05 -0.0071 0.004
Si 9.6679 7.8145 30.8704 -0.0874 0.032 -0.0429
Si 0 11.1635 30.8704 -0.04 0.0169 -0.069
Si 3.8672 11.1635 30.8704 -0.1608 -0.0684 0.237
Si 7.7343 11.1635 30.8704 0.0041 -0.1027 0.1195
Si 0 0 0.3944 0.0123 -0.0512 -0.096
Si 3.8672 0 0.3944 0.1476 0.0282 -0.0068
Si 7.7343 0 0.3944 0.038 -0.1225 -0.1804
Si 1.9336 3.3491 0.3944 0.1638 0.1908 0.0085
Si 5.8008 3.3491 0.3944 -0.0202 0.1172 -0.1616
Si 9.6679 3.3491 0.3944 0.2121 0.1631 -0.3885
Si 0 6.6981 0.3944 0.132 0.0389 0.2104
Si 3.8672 6.6981 0.3944 -0.0162 -0.0389 0.0852
Si 7.7343 6.6981 0.3944 0.1529 0.053 0.2846
Si 1.9336 10.0472 0.3944 -0.05 -0.0587 0.0462
Si 5.8008 10.0472 0.3944 0.2295 0.0265 0.1021
Si 9.6679 10.0472 0.3944 0.0159 -0.0897 0.2731
Si 0.0341 -0.0069 2.7478 0.0027 0.0026 -0.0119
Si 3.9233 0.0085 2.7635 -0.0158 -0.002 -0.0071
Si 7.7795 -0.0023 2.7445 0.0096 -0.0009 -0.0069
Si 2.0143 3.4001 2.7663 -0.0045 -0.0009 -0.0044
Si 5.8396 3.3955 2.7404 -0.0038 -0.0027 0.0003
Si 9.7632 3.4012 2.7211 -0.0051 -0.0037 -0.0066
Si 0.0541 6.7187 2.7913 0.0021 0.0037 0.0076
Si 3.9011 6.721 2.7737 0.0179 -0.0043 0.0013
Si 7.8 6.7192 2.8025 -0.0149 -0.002 0.0045
Si 1.9468 10.0272 2.7739 0.0045 0.0122 -0.0017
Si 5.8763 10.0631 2.7776 -0.0107 0.0036 -0.0022
Si 9.6999 10.0324 2.8017 0.0137 0.0159 0.0043
Si 0.0872 2.2447 3.4621 0.0091 -0.005 -0.0053
Si 3.9356 2.2525 3.542 0.002 0.0029 0.0177
Si 7.8182 2.2758 3.3398 0.0082 0.0021 0.0145
Si 1.9853 5.631 3.6483 -0.013 -0.0057 -0.0049
Si 5.8474 5.6217 3.5676 -0.0112 0.0009 0.0033
Si 9.7498 5.5973 3.6029 0.0185 0.0004 0.0028
Si 0.0234 8.9234 3.6628 -0.0126 -0.0203 -0.0073
Si 3.9308 8.9639 3.5124 0.0026 0.0045 -0.0002
Si 7.7818 8.9301 3.6822 0.0045 -0.0023 -0.0097
Si 1.9823 12.2704 3.4972 0.0118 0.0077 0.0024
Si 5.8588 12.2994 3.5815 0.0017 -0.0093 -0.0077
Si 9.7047 12.2787 3.5519 -0.015 0.0013 0.0334
Si 0.1431 2.1767 5.7802 -0.0085 -0.0109 -0.0057
Si 3.9359 2.283 5.9002 0.0045 -0.0102 -0.0221
Si 7.8919 2.3213 5.6214 -0.0036 -0.0042 -0.0142
Si 2.0631 5.6671 6.0741 -0.015 0.0106 0.0035
Si 5.8643 5.5826 5.9299 0.0029 0.001 -0.0149
Si 9.8036 5.4949 5.99 -0.0217 0 -0.0022
Si 0.0161 8.9706 6.0888 -0.0115 -0.001 -0.004
Si 3.9876 9.056 5.8529 0.0116 0.0024 -0.0011
Si 7.8082 8.9086 6.1341 0.0081 -0.0086 0.006
Si 2.0229 12.2714 5.8262 -0.0078 -0.0047 -0.0177
Si 5.8663 12.3235 5.9629 0.0052 -0.0029 0.004
Si 9.7358 12.3572 5.9111 0.013 -0.0133 -0.0529
As 2.0339 1.0639 6.8331 -0.0041 -0.0018 -0.0022
Si 6.0128 1.2469 6.5378 0.0112 0.001 -0.0073
As 9.7435 1.2434 6.7659 -0.0176 0.0143 0.0054
Si 0.2055 4.3098 6.8049 0.0204 0.0224 0.0011
As 3.9757 4.4629 6.997 0.0067 0.0025 0.0051
As 7.8121 4.4098 6.8331 0.0041 -0.0008 0.0004
Si 2.1011 8.0421 6.7985 -0.0084 -0.0274 0.0138
Si 5.7897 7.8307 6.8494 -0.0103 0.0019 -0.0133
Si 9.7187 7.6785 6.9468 0.0136 0.0074 -0.0054
As 0.0754 11.2754 6.9163 0.0081 0.0068 0.0202
As 3.9254 11.2342 6.9402 -0.0068 -0.0067 0.0013
Si 7.8198 11.2079 6.8401 -0.0135 0.0094 -0.0079
O 6.5689 1.4751 8.0934 0.0132 0.0203 0.0095
O 5.5184 7.865 8.5148 -0.0028 -0.0024 0.0218
O 2.4656 8.4517 8.3873 0.0021 0.0114 0.0115
O 7.7826 11.2178 8.532 -0.0044 -0.0018 0.0226
O 11.9778 3.9668 8.4518 0.0006 -0.0156 0.0056
O 9.6471 7.3857 8.616 -0.0086 -0.0088 0.0218
O 4.3468 0.2542 23.0988 0.0121 -0.0001 -0.0065
O 3.5465 6.877 22.6902 -0.0036 0.0003 -0.0246
O 7.1427 0.2007 23.0927 -0.0011 0.0031 0.0002
O 5.4194 9.9183 22.9934 -0.0028 0.0008 -0.0168
O 1.8774 2.6395 22.685 -0.005 -0.0178 -0.0346
O 9.5023 10.2481 22.8556 -0.001 0.0086 -0.0182
Si 12.4774 4.6126 12.0856 -0.002 -0.0001 0.0068
Si 13.7881 8.2197 18.8135 0.0012 -0.0021 -0.0104
Si 11.3154 -0.5259 20.6952 0.004 -0.003 -0.0022
Si 9.013 6.7489 9.9833 -0.002 0.008 -0.0125
Si 4.1485 13.3024 12.3246 0.0008 0.0014 0.0144
Si 13.8623 9.006 9.9004 -0.0012 -0.0087 -0.0123
Si 11.2561 3.319 19.1335 0.0057 0.0026 -0.0051
Si 5.3317 -2.8441 21.5187 -0.0004 0.0038 0.0081
Si 5.7446 0.1727 22.2403 -0.0012 -0.0067 -0.0158
Si 3.6485 -2.5446 19.2293 -0.0036 -0.0003 -0.0073
Si 14.824 13.9901 18.987 0.0009 -0.0011 -0.0069
Si 8.7442 11.6722 9.7715 -0.0007 -0.0115 0.0007
Si 3.251 6.4079 11.3683 0.0011 0.005 0.0076
Si 18.3893 4.2902 13.657 -0.0039 -0.0002 0.009
Si 8.7297 1.3947 11.614 -0.0048 -0.0068 0.016
Si -1.1603 -3.1157 21.5172 0.0066 -0.009 0.0057
Si -0.8363 -3.4388 15.7408 0.0014 -0.001 0
Si 5.8664 7.2846 10.0051 -0.0042 0.0024 -0.0028
Si -0.496 -0.991 17.6909 0.003 -0.002 -0.0069
Si 9.45 5.6803 19.5128 0.0069 0.004 -0.0074
Si 8.2904 4.6593 16.2885 -0.0008 0.0023 -0.0052
Si 19.8397 4.1949 11.0009 -0.0014 0.0083 0.0004
Si 6.0255 8.9251 12.7204 -0.0026 -0.0026 -0.0006
Si 1.4439 2.0304 21.2192 0.0066 0.0101 0.0148
Si 0.0072 7.5124 20.6839 0.0021 -0.0032 0.0004
Si 0.7054 9.6566 13.1781 0.0006 -0.0026 0.0054
Si 1.0527 -11.8478 16.941 0.0026 0.004 -0.0036
Si 11.4383 10.8108 10.585 -0.0032 -0.0138 -0.001
Si 3.6271 2.1991 10.6291 0.0098 0.0091 0.0066
Si 10.5635 7.1129 12.5833 -0.0037 -0.0035 0.0056
Si 2.8442 6.6296 21.2318 0.0024 -0.0035 0.0064
Si 8.5123 3.0682 18.9176 0.0001 -0.0049 -0.006
Si 7.782 10.3937 14.4638 -0.0049 -0.004 0.0024
Si 6.6126 2.1693 9.5513 -0.024 0.0004 0.0014
Si 15.9578 2.5634 13.4617 -0.0011 -0.0001 0.0101
Si 12.3859 2.9021 9.631 -0.0041 0.0101 0.0008
Si 2.0082 3.6714 14.9545 -0.0015 0.0018 0.0012
Si 4.5191 4.948 19.3544 -0.0033 -0.0024 -0.0057
Si 9.0025 12.0399 19.5546 0.0022 -0.0019 -0.0073
Si 5.7179 1.9817 19.6921 -0.0011 0.0025 -0.0015
Si 6.6295 -2.798 19.0992 0.0012 -0.0025 -0.0079
Si -0.719 13.6009 10.0406 0.0024 -0.0077 0.0072
Si 4.6744 6.5776 14.1625 -0.0028 -0.003 0.0014
Si 7.243 -0.7561 12.4789 -0.0031 -0.0023 0.0036
Si 7.1306 -4.4955 16.7899 -0.0026 -0.0027 -0.0068
Si 9.5724 -6.1324 15.5592 0.0001 -0.0027 -0.0042
Si 6.8356 6.441 18.1586 0.0007 0.0036 -0.0075
Si 3.445 10.4573 12.1724 0.0011 -0.006 0.0068
Si 3.0077 5.9601 16.7589 0.0028 0.0029 -0.0057
O 1.1978 6.6101 21.396 -0.0025 0.0011 -0.0011
O 5.5664 7.8943 13.8843 -0.0029 -0.0049 -0.0006
O 5.0474 2.3774 9.895 0.0088 -0.0053 -0.0107
O 11.2793 5.6833 12.3205 -0.0026 0.0015 -0.0083
O 8.3919 6.6772 18.7133 -0.004 -0.0009 0.0069
O 11.2353 8.8602 21.518 0.0006 -0.0011 -0.0004
O 11.9143 -1.0481 10.2283 -0.0015 0.0071 -0.0078
O 12.0302 2.7414 17.8467 0.0049 -0.0075 -0.0013
O 2.3414 7.252 17.5069 0.0024 -0.0041 0.0026
O 7.3776 6.694 9.8825 -0.001 -0.0024 -0.0032
O 4.6505 6.2571 10.4841 -0.0081 -0.0022 -0.0023
O 5.7902 1.4279 21.217 0.0012 0.0013 -0.0031
O 14.7426 -5.6346 20.0792 -0.0026 0.0037 0.0002
O 9.6272 7.5258 11.2943 0.0016 -0.0012 -0.0009
O 3.6923 3.043 12.0354 0.0034 -0.0064 -0.0202
O 6.1514 7.805 17.5241 0.0041 0.0078 0.0008
O 13.9218 9.6204 12.9981 -0.0073 -0.0006 -0.0035
O 14.8831 10.1395 10.5498 -0.0015 0.0069 0.0007
O 12.0398 0.7444 21.38 0.0002 -0.0031 -0.0019
O 9.6501 -6.3051 13.9375 -0.001 0.0001 0.0022
O 5.0295 3.4434 19.6245 0.0032 -0.001 0.0083
O 3.8541 -2.9686 20.811 -0.0003 0.002 -0.0012
O 8.1663 -5.4478 15.9824 -0.0026 0.0012 0.0017
O 3.791 5.0718 17.8915 -0.003 0.0017 -0.0014
O 4.127 0.9464 13.5927 -0.0018 -0.0025 -0.0038
O 2.4119 16.0708 9.6656 0.0049 -0.0007 -0.0025
O 3.9495 6.6211 15.6057 -0.0038 -0.0031 0.0036
O 18.9949 4.8703 12.2423 0.0015 -0.0022 -0.0087
O 7.2428 2.0903 19.1145 0.0054 0.0012 0.0035
O 9.5117 -0.9353 18.0506 0.006 -0.0002 0.0026
O 9.6798 -0.278 20.6003 0.0006 -0.0024 0.0041
O 5.7036 5.3452 14.1887 -0.0006 0.0028 -0.0041
O 4.8089 0.9584 18.8021 -0.0045 -0.0051 0.002
O 6.951 5.3522 16.9406 0.0045 -0.0057 -0.0008
O 2.4419 7.7194 10.8695 -0.0006 -0.0018 -0.0072
O 3.2029 12.0147 12.5629 -0.0011 0.0035 -0.0092
O 9.5835 -0.4068 9.2255 -0.0002 -0.0014 -0.0028
O 15.1956 3.3515 14.6613 -0.0024 0.0014 -0.0014
O 8.6753 3.4521 17.3172 0.001 0.0015 -0.0011
O 6.7004 -3.3988 15.6516 0.0009 -0.0018 0.002
O 11.9862 -3.2851 14.6894 -0.0013 -0.0003 -0.004
O 7.5941 14.5908 10.4224 0.0055 -0.001 -0.0051
O 7.6178 9.8071 18.0649 0.0007 -0.0024 0.0044
O 12.8585 4.0485 13.5642 0.0017 -0.0025 0.004
O 10.2113 6.6501 20.5867 -0.002 -0.005 0.0042
O -0.0377 10.7278 12.2047 0.0008 -0.0011 0.0019
O 5.9635 2.8856 13.4504 -0.002 -0.0006 -0.007
O 11.6508 0.2492 16.7604 0.0003 -0.0021 0.002
O 9.5409 10.5699 20.1574 0.0013 0.0058 0.0007
O 2.6182 9.78 18.5193 0.0018 0.0008 0.0058
O 13.7511 5.218 11.2413 -0.001 -0.002 -0.0096
O 7.2588 3.6508 9.8084 -0.0024 -0.0091 0.0006
O 9.9019 10.5453 10.086 0.0009 0.0031 -0.0027
O 2.4399 1.0404 17.6304 -0.0027 0.0006 0.0003
O 8.018 14.0379 12.8591 -0.0035 -0.0028 -0.0023
O 5.824 5.9449 19.3371 0.0017 -0.0011 0.0063
O 7.3866 -1.5431 13.8931 -0.0006 -0.0021 0.0001
O 9.5435 -7.6559 16.1766 -0.0037 -0.0004 -0.0022
O 11.7572 -5.221 12.8284 0.0005 0.004 -0.005
O 9.3243 -3.0099 15.0422 -0.0035 -0.0007 0.0005
O 5.9994 8.3954 11.1859 -0.0009 0.0043 0.0008
O -0.8488 4.8691 18.8499 -0.0013 -0.002 0.0173
O 12.3608 9.6441 9.9256 -0.003 0.0042 -0.0023
O 11.8639 -0.8352 19.1578 -0.0052 -0.0044 -0.0066
O 4.9389 10.1345 12.7148 -0.0027 0.0038 -0.0053
O -1.6751 2.3706 19.3529 -0.0015 -0.0027 0.0087
O 0.6098 8.0437 19.2491 0.0028 0.0029 0.002
O 7.9353 -1.5075 11.1799 -0.0051 0.0042 0.0019
O 7.9429 4.0927 14.7978 0.0009 -0.001 -0.0006
O 9.0169 2.9775 11.764 0.0014 0.0018 -0.0113
O 5.1244 10.8259 18.4762 0.0017 0.0005 0.005
O 3.0719 -1.0234 19.1571 0.0033 0.0016 0.0081
O 6.4225 9.8133 20.5303 0.006 0.0021 -0.0044
O 10.6873 -5.0551 16.1278 -0.0047 -0.0005 -0.0001
O 7.3919 -1.3782 19.4162 -0.0015 -0.0048 0.0049
O 2.6771 1.4474 20.298 0.0047 -0.0088 -0.0045
O 0.3263 3.4232 11.1084 -0.0024 -0.0029 -0.0074
O 7.5264 -3.9972 13.1706 0.0039 0.0028 0.0007
O 15.1823 6.4699 12.9628 0.0051 -0.0022 0.0003
O 12.9359 2.2867 15.5149 -0.0008 -0.0024 -0.0027
O 1.9543 4.9307 16.0153 -0.001 -0.0021 -0.0006
O 9.3319 5.1612 10.2675 -0.0095 -0.0178 -0.0018
O -0.3581 -2.4574 16.9614 -0.0049 0.0069 0.0063
O 11.6325 1.4667 9.348 -0.0041 -0.0012 -0.0004
O 3.4833 5.2625 20.5888 0.0069 -0.0014 0.0019
O 10.1964 0.6988 11.4355 -0.0015 0.002 -0.0086
O 0.643 3.2318 20.4345 -0.006 -0.0003 -0.0013
O 3.4878 0.6203 11.0092 -0.0004 0.0005 -0.0052
O 5.6928 12.8761 12.0532 -0.0042 -0.0004 -0.0076
O 8.4272 4.4249 19.8869 0.003 -0.0032 0.0039
O -0.0567 -1.8858 21.5945 -0.0023 0.0022 -0.0055
O 5.6843 12.1379 21.4912 -0.0007 -0.0008 0.0165

Results
free energy: -217228.858 eV
free energy less fixed offsets of As -4856.12, O -568.88, Si -635.61 eV per atom: -1.128 eV

The program warned: the cutoff lies below the one the program advises for these potential files; the forces do not sum to zero within the program's tolerance; the exchange-correlation potential is rough where the density is thin.
